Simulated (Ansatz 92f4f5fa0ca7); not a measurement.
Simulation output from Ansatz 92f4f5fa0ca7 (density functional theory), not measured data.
Periodic cell of 220 atoms, Si132O88, from a study of silicon, its oxide and their interface. The atomic structure is a simulated model.
This geometry differs little from another in the collection (a relaxation step or a small displacement).

Settings
functional: r2SCAN
potential files: Ansatz PAW
basis: plane waves
wave-function cutoff: 800 eV
density cutoff ratio: 5
exchange-correlation grid ratio: 1
k mesh: 1 x 1 x 1, shifted by 0.5 0.5 0 of a step
self-consistency stop: 1e-10 eV per atom in the density residual
occupations: fixed
spin: none
net charge: 0

Cell vectors (angstrom)
a  10.888  0  0
b  0  10.888  0
c  0  0  31.6284

Atoms: element, x, y, z (angstrom)
Si  0.0722  -0.2591  0.2968
Si  2.1767  2.2546  -0.3505
Si  -0.225  5.8582  -0.2737
Si  -1.0261  7.5184  -1.9624
Si  4.1829  -1.3688  1.4694
Si  7.8609  3.1623  0.3047
Si  6.1092  4.7977  0.0758
Si  6.7886  6.7206  1.3123
Si  1.2676  1.2769  1.524
Si  4.1975  4.0733  1.2613
Si  2.7328  5.4574  2.5726
Si  5.3888  10.4378  -0.2528
Si  6.7582  1.5305  1.4825
Si  9.5704  4.3295  1.2582
Si  7.8078  8.4005  0.0422
Si  9.3732  9.4433  1.4579
Si  -0.0371  2.8398  2.6606
Si  2.7188  -0.049  2.7756
Si  -0.1024  8.1223  2.7922
Si  1.1678  6.7709  1.3532
Si  5.3278  2.7267  2.854
Si  8.0921  0.0304  2.7361
Si  5.4779  8.098  2.7736
Si  8.182  5.4935  2.7585
Si  1.3942  4.115  4.0171
Si  4.0377  1.3073  4.1681
Si  1.3095  9.5075  4.0981
Si  4.0369  6.7862  4.0655
Si  6.788  4.1043  4.0961
Si  9.4802  1.4436  4.036
Si  6.8049  9.5054  4.1098
Si  9.4964  6.7908  4.1852
Si  -0.0388  0.0474  5.4078
Si  2.6879  2.7358  5.4325
Si  0.0252  5.4198  5.4453
Si  2.6891  8.1566  5.45
Si  5.4409  -0.0387  5.4745
Si  8.1409  2.738  5.4604
Si  5.4165  5.4502  5.4463
Si  8.1448  8.1749  5.4873
Si  1.3314  1.397  6.7868
Si  4.0786  4.0577  6.7966
Si  1.3524  6.7929  6.8161
Si  4.0745  9.505  6.8199
Si  6.7972  1.3456  6.8107
Si  9.5334  4.0827  6.8076
Si  6.7858  6.8055  6.8179
Si  9.5096  9.5501  6.7877
Si  0.0015  2.7444  8.1791
Si  2.7375  0.0562  8.1221
Si  -0.04  8.166  8.1376
Si  2.7393  5.436  8.1505
Si  5.4514  2.7135  8.1676
Si  8.1545  -0.0132  8.1669
Si  5.4376  8.1424  8.1871
Si  8.1703  5.4438  8.164
Si  1.3755  4.1222  9.5334
Si  4.1007  1.3829  9.5556
Si  1.3578  9.5587  9.3888
Si  4.1212  6.7393  9.5346
Si  6.8124  4.0797  9.5212
Si  9.5209  1.3614  9.4863
Si  6.804  9.5037  9.539
Si  9.5138  6.7943  9.5524
Si  0.0474  0.0189  10.7713
Si  2.7825  2.8311  10.8968
Si  0.0367  5.4756  10.9298
Si  2.697  8.1788  10.6878
Si  5.4461  -0.0348  10.9026
Si  8.1759  2.7123  10.8477
Si  5.4849  5.3904  10.9635
Si  8.1237  8.1185  10.9243
Si  1.4094  1.406  12.0981
Si  4.1033  4.1236  12.431
Si  3.0906  5.9794  13.6409
Si  4.9374  7.7986  13.5969
Si  6.8327  1.3589  12.2207
Si  9.542  4.0433  12.2182
Si  6.7681  6.773  12.3894
Si  9.6236  9.4949  12.0859
Si  0.0693  2.6772  13.5379
Si  2.6901  -0.0144  13.429
Si  1.0214  10.1316  14.9144
Si  1.4596  6.9267  12.1952
Si  4.409  0.7017  14.8305
Si  8.909  2.4092  17.0055
Si  4.0072  9.4175  12.1292
Si  10.9955  8.3048  13.5881
Si  1.1895  5.21  15.006
Si  6.8863  3.9046  14.9999
Si  -0.8613  6.5413  14.7379
Si  0.237  4.5765  17.7658
Si  5.4507  2.572  13.714
Si  8.3182  -0.0331  13.4112
Si  5.8702  9.6603  14.8883
Si  8.2474  5.3663  13.6606
Si  -3.6101  -2.9678  19.6827
Si  10.0603  1.3076  27.1741
Si  -8.819  8.2062  31.4505
Si  6.6872  -7.3496  21.9438
Si  5.5128  5.4416  28.659
Si  24.7528  10.5467  17.3125
Si  11.0156  -8.9037  24.5984
Si  10.0753  11.7207  14.757
Si  9.2753  -9.6345  19.6759
Si  5.096  0.7793  26.8543
Si  -0.7862  -11.7992  23.8366
Si  -9.6997  -1.7966  21.8833
Si  7.8984  8.5269  25.5995
Si  -16.1506  -5.6633  19.9076
Si  9.3107  9.5016  21.0398
Si  15.1333  5.1044  22.4321
Si  -14.3092  -5.3088  26.4421
Si  8.962  -4.3349  17.6348
Si  11.6645  -1.3243  28.0325
Si  -1.7542  -9.6294  29.8016
Si  3.0691  -3.2654  23.602
Si  0.9089  4.5339  29.8008
Si  -16.582  -1.0703  24.4154
Si  16.285  8.7191  17.5993
Si  -5.7389  3.7292  26.2381
Si  -7.578  11.0278  29.1659
Si  2.7281  0.6142  20.364
Si  16.926  5.6813  17.1491
Si  -5.8812  1.036  22.3337
Si  -3.0879  -0.3028  27.6702
Si  1.4307  -14.6219  26.2641
Si  13.7865  -4.3658  28.9561
Si  -7.7685  2.9617  23.9642
Si  -12.2617  -7.8512  22.0642
Si  11.6866  13.7394  20.079
Si  10.1733  5.428  27.4031
O  -7.8753  4.1296  -8.7856
O  -15.3184  -6.9559  -11.2316
O  -3.0606  -3.9729  -6.0152
O  -12.6307  -11.2338  -11.8196
O  -7.3242  8.44  0.3671
O  -6.9126  1.7434  -8.2673
O  1.2434  9.6084  -0.2518
O  -0.2101  2.3729  -5.4905
O  5.9458  1.027  0.1104
O  2.1096  -8.7879  -10.9751
O  -2.867  -2.3621  -10.6449
O  9.2726  -11.5041  -9.1536
O  4.7594  4.3711  -3.9402
O  19.1201  2.3589  -1.0806
O  22.7955  3.091  -1.1213
O  -0.7906  3.5059  17.1122
O  -4.0889  5.999  27.8679
O  14.7503  -12.5619  17.6343
O  7.6447  5.6227  17.4177
O  -1.9802  1.8492  21.1394
O  1.2762  -5.7785  16.6497
O  -4.3134  -4.3611  20.0936
O  6.3916  15.5161  25.6806
O  6.1948  -1.3143  16.4969
O  12.5356  -11.6897  16.4779
O  10.1646  -5.1431  18.3629
O  28.3039  -12.704  24.9378
O  7.6935  13.8938  16.1225
O  17.1839  1.9822  22.1225
O  3.8242  0.7249  16.4103
O  -16.0951  -19.5512  26.4611
O  5.4706  7.1836  17.0938
O  8.8567  4.7755  26.7264
O  -0.2789  11.3113  24.5708
O  10.0577  -8.1958  23.535
O  3.8561  -7.2569  25.2661
O  15.1361  0.6772  20.9441
O  6.1163  -2.0228  19.0506
O  17.1169  10.8483  27.6308
O  10.7638  8.7351  20.9711
O  12.5547  13.2597  24.3373
O  -12.1458  6.6188  28.3579
O  0.6097  -1.5836  23.3875
O  33.7978  3.9474  18.9544
O  24.4341  0.3007  18.7777
O  3.9423  -2.0372  24.1505
O  5.6556  4.4107  22.8454
O  -8.4703  -16.7103  29.4844
O  -15.9804  -6.0096  15.7831
O  25.8951  28.2294  23.2798
O  2.2994  -2.9409  22.1949
O  -2.4834  -8.9765  18.4791
O  -2.602  -10.8818  29.1895
O  -10.7543  0.0509  27.5125
O  0.9109  -13.158  26.724
O  -11.0552  -2.0748  29.1491
O  9.5283  22.8811  16.291
O  -8.6603  -11.8389  28.6631
O  5.2444  -5.9096  18.3707
O  -15.128  20.3279  31.2335
O  -1.6851  -1.8586  24.7822
O  -12.2629  7.0893  16.2242
O  -2.6844  3.9448  22.3505
O  4.5443  -0.5242  29.9893
O  -6.3894  -4.2398  29.0255
O  -2.4614  -2.903  30.2239
O  2.0784  -3.7281  24.7989
O  -6.2155  -0.0348  25.5412
O  -0.0909  14.4821  21.2339
O  8.464  -3.1366  18.5876
O  -20.7294  -18.1043  14.4424
O  32.0448  0.6023  30.7347
O  -8.4046  -4.164  27.4184
O  -1.0751  2.056  28.58
O  1.8972  10.3913  21.2235
O  10.8187  1.655  19.4053
O  -10.6615  6.0678  26.2542
O  -3.5333  -1.0952  14.2393
O  -2.8345  -1.8098  27.1308
O  3.387  3.2274  31.7397
O  11.0216  4.453  28.3727
O  -7.0441  -9.9625  27.8605
O  4.2963  5.3784  20.8348
O  -5.3427  -0.3104  23.0399
O  24.4376  12.0748  30.1882
O  2.1981  7.5812  29.9559
O  5.9386  4.8062  30.0746
O  -2.2723  0.7184  26.6927

Results
free energy: -134620.708 eV
free energy less fixed offsets of O -570.45, Si -639.56 eV per atom: 0.812 eV

Forces (eV/angstrom), in the order of the atoms: element, x, y, z
Si  0.0098  -0.01  0.0891
Si  0.0026  0.0135  0.1304
Si  0.0014  0.0006  -0.0164
Si  -0.0103  -0.0379  0.2131
Si  0.0075  0.0155  0.0207
Si  -0.0147  0.0317  0.0687
Si  0.0141  -0.0038  0.1071
Si  -0.0015  0.0009  -0.0101
Si  -0.0032  -0.0023  -0.0079
Si  0.0173  0.0128  0.0298
Si  0.0041  -0.007  0.0003
Si  0.0214  0.0007  0.1334
Si  0.0099  0.0093  0.0272
Si  -0.0101  -0.0119  0.0025
Si  -0.0021  -0.0092  0.0943
Si  -0.0003  0  -0.0115
Si  0.0046  0.0023  0.0016
Si  0.0037  -0.0013  -0.0009
Si  -0.0039  0.0024  0.001
Si  0.0037  0.0066  -0.0091
Si  0.0011  0.0021  -0.0038
Si  -0.0063  0.0039  -0.0007
Si  0.0024  0.0042  0
Si  -0.0007  0.0003  0.0001
Si  -0.0015  -0.0013  0.0005
Si  -0.0008  0.002  0.0008
Si  0.0018  0  -0.0013
Si  -0.0012  0.0031  -0.0009
Si  -0.0006  -0.0018  -0.0016
Si  -0.0014  -0.0015  -0.0008
Si  0.0011  0  -0.0007
Si  0.0009  -0.001  0.0001
Si  -0.0007  -0.0007  0.0009
Si  -0.0008  -0.0001  -0.0004
Si  0.0009  -0.0002  -0.0006
Si  -0.0013  0  -0.0015
Si  -0.0004  -0.0012  -0.0002
Si  -0.0008  -0.0012  -0.0008
Si  -0.0013  0.0002  0.0002
Si  -0.0003  -0.0004  0.0004
Si  0.0001  -0.001  -0.0013
Si  -0.0013  0.0002  -0.0011
Si  -0.0013  -0.0006  -0.0004
Si  -0.0007  -0.0002  -0.0006
Si  -0.0007  -0.0001  -0.0008
Si  -0.0011  -0.0007  -0.0012
Si  -0.0008  -0.0007  -0.0012
Si  -0.0005  -0.0008  -0.0012
Si  -0.0016  -0.0005  -0.0015
Si  -0.0009  -0.001  -0.0013
Si  -0.0006  -0.0007  -0.0011
Si  -0.0003  -0.0012  -0.0013
Si  -0.0007  -0.0006  -0.001
Si  -0.0011  -0.0008  -0.0017
Si  -0.0007  -0.0004  -0.001
Si  -0.001  -0.0009  -0.0014
Si  0.0007  -0.0004  0.0006
Si  -0.0004  0.0005  -0.0014
Si  0.0001  -0.0017  -0.0022
Si  -0.0007  -0.0009  0.0007
Si  -0.0013  -0.0006  -0.0017
Si  -0.0006  -0.0012  -0.0002
Si  -0.0011  -0.0016  0.0005
Si  -0.0021  -0.0009  -0.0014
Si  -0.0022  0.0005  0
Si  0.0008  -0.0011  -0.0012
Si  0.0011  -0.0018  0.0021
Si  -0.002  -0.0001  -0.0003
Si  -0.0005  -0.0023  0.0003
Si  0.0014  -0.0036  0.0011
Si  -0.001  0  -0.0005
Si  -0.0007  -0.0009  0.0003
Si  0.0047  -0.0016  -0.0002
Si  0.0026  -0.0016  0.0007
Si  0.0086  0.0046  0.003
Si  -0.0065  -0.0095  0.0017
Si  -0.0044  0.0025  -0.0009
Si  -0.0055  0.0038  -0.0019
Si  0.0014  -0.0036  -0.0006
Si  -0.0004  -0.007  -0.0004
Si  0.0084  0.0049  0.0192
Si  0.0014  -0.0028  -0.0077
Si  0.0254  -0.0027  0.0765
Si  0.0002  0.0044  -0.0046
Si  -0.0243  0.0019  0.0749
Si  0.0103  0.0056  0.2429
Si  -0.0053  -0.0024  -0.0026
Si  -0.0009  -0.0007  -0.0003
Si  -0.0032  -0.0158  0.1218
Si  -0.0055  0.0105  0.1196
Si  -0.0264  0.0211  0.0829
Si  0.0016  -0.0365  0.2369
Si  -0.0029  -0.0021  -0.0029
Si  -0.0076  -0.0108  0.018
Si  0.0208  -0.0063  0.108
Si  -0.0002  -0.0014  -0.005
Si  0.0184  -0.0103  0.2397
Si  -0.0216  -0.0259  0.2657
Si  -0.0083  0.0014  0.12
Si  -0.021  -0.0192  0.2161
Si  -0.0049  0.0053  0.261
Si  0.0042  0.0031  0.2799
Si  0.0165  -0.0134  0.2928
Si  -0.0272  0.0121  0.0752
Si  0.02  -0.0409  0.2545
Si  -0.0144  0.0122  0.2489
Si  -0.015  -0.0099  0.2969
Si  0.021  -0.0605  0.2436
Si  -0.0052  -0.0455  0.2463
Si  -0.038  -0.0543  0.2682
Si  0.0663  0.0257  0.2483
Si  -0.0502  0.0082  0.2551
Si  0.0207  -0.007  0.2208
Si  -0.0409  0.011  0.2191
Si  0.0067  -0.022  0.2295
Si  0.0057  0.033  0.231
Si  -0.033  0.005  0.273
Si  -0.0227  0.0161  0.1822
Si  0.0224  -0.0001  0.2615
Si  0.0013  -0.0352  0.2178
Si  0.0512  0.0282  0.2531
Si  -0.0008  -0.0049  0.2386
Si  0.0323  -0.0117  0.2951
Si  -0.0174  -0.002  0.2275
Si  0.0051  -0.0241  0.2567
Si  0.0257  0.0314  0.2108
Si  -0.0372  -0.0092  0.2908
Si  -0.0184  0.0044  0.2254
Si  -0.0066  0.0214  0.2606
Si  -0.0021  0.0092  0.2797
Si  -0.0084  -0.0283  0.2373
Si  0.0197  0.0163  0.2504
O  0.022  0.0354  -0.1138
O  -0.0118  0.0449  -0.1408
O  0.0017  0.0539  -0.0928
O  -0.0147  0.0444  -0.109
O  -0.0193  -0.0149  -0.0505
O  0.0426  -0.0427  -0.1267
O  0.0132  -0.0038  -0.0532
O  0.0359  0.012  -0.1801
O  -0.0144  -0.0162  -0.0576
O  -0.027  0.0101  -0.0917
O  -0.0499  -0.0423  -0.119
O  -0.033  -0.0158  -0.1901
O  -0.0038  -0.0589  -0.1512
O  0.0342  -0.0613  -0.1159
O  -0.0088  0.0227  -0.0747
O  -0.0206  -0.0135  -0.0864
O  0.0411  -0.0023  -0.1358
O  0.0005  0.0141  -0.0826
O  0.0059  -0.0059  -0.0812
O  0.0059  -0.0453  -0.143
O  0.0262  0.0386  -0.1527
O  0.0228  0.041  -0.0937
O  -0.0188  -0.0188  -0.0946
O  -0.0022  0.0326  -0.1443
O  -0.0611  -0.0115  -0.1361
O  0.0008  -0.0036  -0.0885
O  -0.0538  0.0251  -0.103
O  -0.0443  0.026  -0.1067
O  0.0223  0.0286  -0.0775
O  0.0425  0.0245  -0.139
O  -0.0064  0.0155  -0.0837
O  -0.0025  0.0093  -0.0793
O  -0.0458  -0.0093  -0.0886
O  -0.0062  -0.0329  -0.1198
O  -0.0585  0.0391  -0.1918
O  -0.0748  -0.0299  -0.1679
O  -0.0675  -0.0159  -0.1499
O  -0.0502  0.0144  -0.1323
O  -0.0287  0.0056  -0.0854
O  -0.0446  -0.0057  -0.0999
O  0.0186  0.0069  -0.0912
O  -0.0087  -0.0505  -0.1659
O  0.0289  0.0009  -0.1381
O  -0.0195  0.0639  -0.153
O  0.0117  -0.0473  -0.232
O  -0.023  -0.0228  -0.0897
O  0.0273  -0.0071  -0.1068
O  0.0432  0.0212  -0.0804
O  0.0183  -0.0505  -0.1233
O  0.0302  -0.0525  -0.1072
O  -0.0399  0.0349  -0.1279
O  -0.0167  0.0441  -0.1803
O  -0.0321  -0.0376  -0.1367
O  -0.0233  0.042  -0.0973
O  0.0145  -0.0413  -0.1272
O  0.0466  0.0642  -0.1284
O  0.0332  -0.0414  -0.1278
O  -0.0365  -0.0089  -0.0878
O  0.017  0.0159  -0.1741
O  -0.0113  0.0191  -0.0504
O  0.0719  0.0534  -0.1488
O  0.0474  -0.003  -0.1621
O  -0.0001  -0.0076  -0.085
O  -0.0468  0.016  -0.1264
O  0.013  -0.0071  -0.0751
O  0.0268  -0.0056  -0.1052
O  0.0777  0.0203  -0.2055
O  -0.0011  -0.0585  -0.1664
O  0.0539  -0.0058  -0.1386
O  0.0349  -0.0453  -0.126
O  -0.0066  -0.0225  -0.0421
O  -0.0467  0.0383  -0.1129
O  -0.04  0.0223  -0.1678
O  0.0244  -0.0045  -0.1499
O  0.0321  0.0679  -0.1195
O  -0.0107  -0.002  -0.0918
O  0.0367  0.0262  -0.1117
O  0.0177  0.0118  -0.0408
O  -0.0081  -0.0366  -0.131
O  -0.0301  -0.0257  -0.0599
O  -0.0401  0.0062  -0.1586
O  0.0574  0.0225  -0.1492
O  0.0474  0.0152  -0.169
O  -0.0038  0.0627  -0.1492
O  0.0339  -0.0526  -0.1202
O  0.0326  -0.0343  -0.1339
O  -0.03  0.0262  -0.1894
O  0.007  0.0046  -0.1002

The program warned: the cutoff lies below the one the program advises for these potential files; the forces do not sum to zero within the program's tolerance; empty levels may hold ghost states of the PAW files; the exchange-correlation potential is rough where the density is thin.
